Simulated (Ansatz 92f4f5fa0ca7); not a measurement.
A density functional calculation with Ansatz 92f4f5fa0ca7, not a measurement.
Periodic cell of 220 atoms, Si132O88, from a study of silicon, its oxide and their interface. The atomic structure is a simulated model.
Doubt: the cutoff is far below the 930 eV that the study's wrapper takes by default for these files, so forces and energies are approximate.
This geometry differs little from another in the collection (a relaxation step or a small displacement).

Settings
functional: PBE
potential files: Ansatz PAW
basis: plane waves
wave-function cutoff: 580 eV
density cutoff ratio: 5
exchange-correlation grid ratio: 1
k mesh: 1 x 1 x 1, Gamma-centred
self-consistency stop: 5e-08 eV per atom in the density residual
occupations: fixed
spin: none
net charge: 0

Cell vectors (angstrom)
a 10.938 0 0
b 0 10.938 0
c 0 0 32.5294

Atoms and the computed forces on them: element, x, y, z (angstrom), force x, y, z (eV/angstrom)
Si -0.252 0.2838 25.1357 0.0035 -0.0019 0.0027
Si 5.6648 -0.2962 25.117 0.0057 -0.0122 -0.0028
Si 2.3643 2.9885 25.0637 -0.0024 -0.001 -0.0085
Si 8.4688 2.5089 25.1021 0.0006 0.0001 0.0028
Si 0.1309 5.2349 24.9193 0.0001 -0.004 0.0106
Si 5.2226 5.7831 25.0728 0.0026 0.0016 -0.0057
Si 2.9769 8.0019 25.0057 0.002 0.0031 0.0091
Si 7.8984 8.4198 25.0507 -0.003 -0.0034 0.003
Si 1.3007 1.4288 26.4628 -0.0036 0.0001 0.0015
Si 6.8231 1.3576 26.3553 0.0038 -0.0004 0.0007
Si 4.0457 4.1307 26.3071 -0.0034 0.0038 0.0029
Si 9.5808 4.1162 26.3939 0.0038 -0.0005 0.0007
Si 1.328 6.831 26.2582 0.0044 -0.0042 -0.0011
Si 6.7844 6.8795 26.4358 -0.0022 0.0048 0.0021
Si 4.0816 9.5322 26.432 -0.0012 -0.0051 -0.0008
Si 9.521 9.5741 26.3514 -0.0016 0.0032 0.0028
Si 2.7165 0.0195 27.7404 0.0067 -0.0035 0.0023
Si 8.187 0.0061 27.7556 -0.0029 0.0001 -0.0011
Si -0.0322 2.7785 27.8139 -0.0031 0.0037 0.001
Si 5.4401 2.7557 27.6944 0.0041 -0.0028 0.005
Si 2.6994 5.4932 27.7152 -0.0014 0.0029 -0.0021
Si 8.1882 5.4841 27.733 0.0024 -0.0016 0.0014
Si -0.0087 8.2037 27.6893 0.0014 -0.0008 0.0035
Si 5.4476 8.2175 27.8148 0.0017 0.0037 -0.0007
Si 4.1018 1.3673 29.1111 0.036 0.1047 -0.1709
Si 9.5708 1.3673 29.1111 -0.1919 -0.0248 0.2641
Si 1.3673 4.1018 29.1111 0.1162 0.29 0.2594
Si 6.8362 4.1018 29.1111 -0.1167 -0.0283 -0.2416
Si 4.1018 6.8362 29.1111 -0.2906 -0.17 0.193
Si 9.5708 6.8362 29.1111 0.0655 0.0594 -0.2176
Si 1.3673 9.5708 29.1111 -0.115 -0.0729 -0.2365
Si 6.8362 9.5708 29.1111 0.0273 0.1586 0.3503
Si 0 0 30.4784 -0.0305 -0.0177 -0.0204
Si 5.469 0 30.4784 0.0822 -0.0108 0.0053
Si 2.7345 2.7345 30.4784 0.0199 0.0444 -0.0213
Si 8.2035 2.7345 30.4784 -0.0229 -0.1178 0.0052
Si 0 5.469 30.4784 0.0755 0.0059 -0.0032
Si 5.469 5.469 30.4784 -0.0697 -0.0426 -0.0145
Si 2.7345 8.2035 30.4784 0.0163 -0.0672 0.0004
Si 8.2035 8.2035 30.4784 0.0159 0.0342 -0.022
Si 1.3673 1.3673 31.8456 0.0007 -0.0003 -0.0204
Si 6.8362 1.3673 31.8456 -0.0275 0.065 -0.0037
Si 4.1018 4.1018 31.8456 0.0207 -0.0257 0.0015
Si 9.5708 4.1018 31.8456 0.0175 0.0615 -0.0387
Si 1.3673 6.8362 31.8456 -0.0878 0.0043 -0.0198
Si 6.8362 6.8362 31.8456 0.0145 0.0213 -0.0257
Si 4.1018 9.5708 31.8456 -0.0418 0.0205 -0.029
Si 9.5708 9.5708 31.8456 -0.0087 -0.0126 -0.0071
Si 2.7345 0 0.6835 0.0421 -0.0417 0.0278
Si 8.2035 0 0.6835 -0.0025 -0.0064 0.0089
Si 0 2.7345 0.6835 -0.0252 -0.0251 0.0123
Si 5.469 2.7345 0.6835 0.0195 -0.0343 0.0293
Si 2.7345 5.469 0.6835 -0.0008 0.0488 0.0011
Si 8.2035 5.469 0.6835 0.0045 -0.0436 0.024
Si 0 8.2035 0.6835 0.0665 -0.0145 0.0206
Si 5.469 8.2035 0.6835 -0.0047 -0.0047 0.0172
Si 4.1018 1.3673 2.0507 -0.0506 0.071 0.0054
Si 9.5708 1.3673 2.0507 0.0614 0.0348 0.0051
Si 1.3673 4.1018 2.0507 -0.0207 0.0306 0.0182
Si 6.8362 4.1018 2.0507 -0.0084 0.056 0.0237
Si 4.1018 6.8362 2.0507 -0.026 -0.0578 -0.0157
Si 9.5708 6.8362 2.0507 -0.0227 0.0195 0.0278
Si 1.3673 9.5708 2.0507 -0.0892 0.0138 0.0117
Si 6.8362 9.5708 2.0507 0.0789 0.0097 -0.0087
Si 0 0 3.418 0.1956 0.0922 -0.3366
Si 5.469 0 3.418 0.128 0.0709 0.4538
Si 2.7345 2.7345 3.418 0.291 -0.2416 0.0521
Si 8.2035 2.7345 3.418 -0.0932 -0.1853 0.0934
Si 0 5.469 3.418 0.0008 -0.1843 -0.0874
Si 5.469 5.469 3.418 -0.2077 -0.1052 -0.2693
Si 2.7345 8.2035 3.418 0.2519 0.0771 0.0543
Si 8.2035 8.2035 3.418 -0.1388 0.1742 -0.193
Si 1.4291 1.3008 4.7812 0.0018 0.0009 -0.0003
Si 6.86 1.3718 4.8628 -0.0041 0.0019 -0.0027
Si 4.1738 4.0405 4.7976 0.0068 -0.0081 0.0004
Si 9.5789 4.0725 4.7736 -0.0048 0.0035 0.0008
Si 1.4068 6.7978 4.7497 0.0014 0.0008 -0.0048
Si 6.7759 6.8734 4.7361 -0.001 0.0008 0.0043
Si 4.1233 9.5632 4.8324 -0.0017 0.003 0.0031
Si 9.5602 9.6147 4.741 -0.0044 -0.0052 -0.0077
Si 2.8194 -0.0147 6.2667 -0.0013 -0.0007 -0.0053
Si 8.2666 0.0205 6.2338 0.0018 0.0065 -0.0056
Si 0.0334 2.667 6.0925 0.0035 0.0026 -0.0092
Si 5.57 2.7589 6.327 -0.0067 0.0048 -0.0042
Si 2.7667 5.4071 6.0986 -0.0014 0.003 -0.006
Si 8.1509 5.4886 6.0068 0.0014 -0.0023 -0.0047
Si 0.0476 8.2393 5.9871 0 -0.0003 -0.0013
Si 5.4678 8.1982 6.2343 0.0015 -0.0009 -0.007
Si 3.9285 1.6346 7.6283 -0.0018 0.0051 0.0042
Si 9.9884 1.085 7.5309 -0.0035 -0.0003 0.0471
Si 1.6088 3.7968 7.3739 -0.0009 -0.0137 0.0387
Si 6.7203 4.4876 7.5857 -0.0018 -0.0005 0.0088
Si 4.2941 6.531 7.4681 0.0094 -0.0069 0.0372
Si 9.3547 7.0882 7.1532 -0.0065 -0.0009 0.0185
Si 1.1948 9.6581 7.4467 0.0017 0.008 0.0153
Si 7.1643 9.2988 7.488 0.0049 -0.0026 0.0128
O 1.2727 4.1032 24.4894 -0.0008 0.0042 -0.0032
O 6.7942 9.56 24.5687 -0.0073 0.0105 -0.0031
O 2.7389 2.7329 7.9177 -0.0037 0.0057 -0.0082
O 8.3071 8.1585 7.8617 0.0046 -0.0032 -0.0055
O 5.4837 5.5085 8.0047 -0.0144 0.0109 -0.0036
O 0.0939 -0.1431 7.9068 -0.0107 0.0035 -0.0065
O 4.1067 6.883 24.5354 -0.0007 -0.0004 -0.0055
O 9.5692 1.3826 24.585 -0.0052 0.0017 -0.0066
O 1.6417 8.8575 8.8285 0.0071 -0.0081 0.0024
O 0.8834 4.2604 8.7735 0.0019 0.0061 -0.0188
O 9.7443 1.7489 9.0445 0.0069 -0.0608 0.0383
O 6.6591 9.8831 8.955 0.0269 0.0003 0.0328
O 4.4506 1.2404 9.1486 0.0019 -0.0208 0.0337
O 3.4691 6.9491 8.8349 -0.0148 0.0091 -0.0094
O 7.5476 4.2064 9.0109 -0.0002 0.0037 -0.0032
O 10.0534 6.2391 8.348 0.0033 -0.0008 -0.0042
O 2.908 2.1371 23.7648 -0.0002 0.0015 0.0014
O 4.8385 0.249 23.8065 0.003 -0.0001 0.004
O 7.9246 3.3033 23.767 0.0044 -0.0043 0.0008
O 10.3005 5.7682 23.5452 0.0029 -0.0036 -0.0011
O 8.4234 7.653 23.6973 0.0006 0.0006 -0.0078
O 2.4365 8.7543 23.6441 -0.0005 -0.001 -0.006
O 6.0592 5.2536 23.7548 -0.0025 0.0008 0.0021
O 0.5696 10.6337 23.8557 -0.001 0.0011 -0.0043
Si 3.2112 9.2692 11.9225 -0.0821 0.0203 -0.0406
Si 8.206 4.794 10.3899 0.0018 -0.0046 -0.0025
Si 7.0651 4.7509 17.4927 -0.0096 0.0045 -0.0174
Si 4.2958 1.6063 23.0997 -0.0009 -0.0004 0.0044
Si 12.3588 3.3667 19.2246 0.0053 0.0088 -0.0249
Si 8.0103 -2.956 14.5421 -0.0286 0.0235 0.0029
Si 1.0866 9.37 22.9617 -0.0009 -0.004 0.0116
Si 4.0214 12.9348 20.0833 -0.0017 0.0014 -0.0036
Si -2.3685 2.9555 12.6627 -0.0035 0.0026 0.0036
Si -3.9276 14.1901 20.1344 -0.0016 0.0013 -0.0069
Si 1.1143 -4.483 18.6624 0.0675 0.0883 0.2671
Si 0.8646 11.2087 12.4708 0.0075 -0.0463 0.0639
Si 10.3198 9.7772 14.8725 -0.0089 0.0078 -0.0217
Si -6.0168 3.1158 16.0595 -0.0009 -0.0038 -0.0111
Si 7.1774 10.2635 10.4568 0.1842 0.0058 0.0995
Si 0.6616 17.6624 15.5641 -0.0077 -0.0004 -0.021
Si -1.3887 4.2038 15.4348 0.0021 -0.0039 -0.0055
Si -0.0018 5.441 9.4236 0.0051 0.002 -0.0018
Si 5.0043 7.4285 13.5082 0.0285 -0.0181 0.0202
Si 6.5593 3.8628 23.078 -0.0043 0.0025 0.0085
Si 7.4216 7.6755 17.4141 -0.0227 -0.0019 -0.0305
Si 9.809 1.0596 10.5324 -0.0291 -0.1077 -0.0234
Si 2.1398 11.6384 18.1956 0.0012 0.0009 -0.0148
Si 9.784 1.8723 19.7682 0.0026 0.0038 -0.0124
Si 4.6257 0.7936 10.7001 0.0035 -0.0553 0.0171
Si 3.0044 2.2295 13.0299 -0.0264 -0.0147 -0.0121
Si 2.2055 7.5642 9.6506 0.015 0.0015 0.0185
Si 5.8641 9.6495 15.6374 0.0092 -0.0384 -0.0229
Si 3.1509 5.0319 14.4581 0.0129 0.0061 -0.0156
Si 9.7069 7.1333 22.823 0.002 0.0038 0.0148
Si 11.2563 10.2008 20.2157 -0.0623 -0.0341 -0.0035
Si 7.2907 -3.6031 11.7727 -0.0513 0.0619 0.0001
Si -1.3911 7.5493 19.7495 0.0133 0.1175 0.0652
Si 3.5916 0.5515 15.7603 0.0022 -0.01 -0.0134
Si 9.6189 12.3705 16.5697 0.003 -0.0014 -0.0129
Si 7.0539 1.5046 14.7789 -0.0088 -0.0061 0.0009
O 4.2979 9.9818 15.7423 -0.009 0.01 0.0075
O 10.2346 -0.0467 16.0968 -0.0006 0.0017 0.0013
O 8.6928 -0.1217 10.5284 -0.1721 0.0069 -0.0142
O 0.15 8.2907 15.038 0.006 -0.0134 0.0116
O 4.3656 -4.7856 14.2326 0.0028 0.026 -0.017
O 2.8219 14.0738 20.1023 0.0011 -0.0006 0.0028
O 1.8473 5.9993 14.6144 0.0054 -0.0057 0.0072
O -1.7823 14.8356 13.8582 0.001 0.0003 -0.0025
O -2.877 1.5388 16.0448 0.0064 -0.0004 0.0072
O -1.0889 4.7895 10.4503 0.0007 0.0017 -0.0008
O 10.3695 -4.4609 18.8806 -0.0761 -0.051 -0.0719
O 8.3038 7.3965 16.013 0.0091 -0.0041 0.0075
O -3.1896 1.7132 13.3319 0.0002 -0.0009 -0.0047
O 3.4327 12.1769 14.2845 -0.001 0.0101 0.0062
O 1.3309 9.9239 21.463 0.0036 0.0029 -0.003
O 8.1839 7.1359 13.1738 -0.0044 -0.0028 -0.0296
O 8.276 2.2249 20.3221 0.0029 -0.0021 0.0028
O 10.1976 9.0187 19.9335 0.0421 -0.0323 -0.0019
O 4.0679 1.2785 21.5413 0.0004 0.0027 0.0023
O -3.7428 8.9032 11.384 0.0046 0.0737 -0.0799
O 6.8202 4.115 21.5029 0.0015 -0.0001 -0.0007
O 8.1972 7.8927 18.8022 0.0131 0.0023 0.0199
O 12.1195 10.5419 18.8819 0.0046 0.0052 -0.003
O 6.543 6.3102 17.4882 0.01 -0.0041 0.0088
O -2.7164 4.492 16.3629 0.0013 0.0019 0.0099
O 9.6393 2.2 11.6875 0.0062 -0.0138 -0.009
O 10.7533 10.7053 13.6019 0.1111 0.0176 -0.0847
O 5.9346 2.7108 14.8216 0.0018 -0.0007 0.0042
O 6.4568 10.9145 14.8344 0.0042 0.0188 0.0026
O -0.5289 16.5269 15.4225 0.0041 0.003 0.0041
O -2.1881 -1.5341 14.4542 0.0146 -0.0077 0.0085
O 3.9901 1.8763 11.7567 0 -0.03 -0.007
O -7.3754 11.7706 19.0146 -0.0041 -0.0026 0.0044
O 2.7509 7.9526 11.128 0.0111 0.112 0.0351
O 5.7884 6.868 12.2211 0.0565 0.039 0.0074
O 1.8907 -3.6174 19.6885 -0.0895 -0.1414 -0.174
O 6.2124 8.2698 14.5437 -0.013 -0.0039 -0.0034
O 9.2217 6.9586 21.2671 0.0001 0.0023 -0.0118
O 1.4639 12.7138 12.7311 0.0185 -0.0591 0.0018
O -0.0664 8.2402 22.9706 -0.0009 0.0007 -0.0033
O 6.5385 9.04 16.9869 0.0001 0.0086 0.0108
O -3.427 4.3037 18.9808 0.0017 0.0011 0.0061
O 2.2647 0.2364 16.6161 0.0002 -0.0008 0.0085
O -0.0319 3.066 19.976 -0.015 -0.0072 0.0103
O 1.4166 4.8111 18.5467 0.0476 -0.0329 0.039
O 3.9625 10.2455 10.8749 -0.0121 0.0302 0.0646
O 5.4032 2.7622 23.3355 -0.0008 -0.0024 -0.0033
O 3.6651 4.1041 15.7024 -0.0022 -0.002 -0.0026
O 5.557 13.4833 19.7796 0.0008 -0.0016 0.0037
O -3.2598 3.9146 11.6671 0.0001 -0.0003 -0.0003
O 4.1073 8.7179 13.1815 -0.0258 -0.0096 -0.016
O 6.209 0.5208 11.0266 0.0068 -0.0734 -0.0341
O 9.5985 1.4836 18.1767 0.0012 -0.0016 0.007
O -0.6331 13.7606 15.962 -0.0001 0.0028 0.0022
O 4.4545 1.6526 16.6111 0.0039 0.003 0.007
O 1.4936 13.1292 18.0697 -0.0027 0.0083 0.0124
O 5.751 -7.0705 17.192 0.002 0.0005 0.0063
O 1.0387 6.5066 10.0652 0.0111 0.0035 -0.0078
O 1.2299 6.9094 17.036 0.0488 0.075 -0.1022
O 2.0162 10.0779 12.617 0.055 0.011 -0.0785
O 7.7793 6.3739 10.5857 -0.011 0.0105 0.0098
O 11.1993 0.2897 10.9522 -0.0905 0.0514 -0.002
O 10.3212 11.5076 20.5771 0.0147 -0.0174 -0.0019
O 3.0205 3.8664 13.2748 0.0056 -0.0021 0.0109

Results
free energy: -133959.382 eV
free energy less fixed offsets of O -568.88, Si -635.61 eV per atom: 2.578 eV

The program warned: the cutoff lies below the one the program advises for these potential files; the forces do not sum to zero within the program's tolerance; the exchange-correlation potential is rough where the density is thin.
